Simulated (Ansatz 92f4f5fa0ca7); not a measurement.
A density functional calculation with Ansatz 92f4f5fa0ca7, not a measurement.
Periodic cell of 256 atoms, Si144O112, from a study of silicon, its oxide and their interface. The atomic structure is a simulated model.
This geometry differs little from another in the collection (a relaxation step or a small displacement).

Settings: functional r2SCAN; potential files Ansatz PAW; basis plane waves; wave-function cutoff 800 eV; density cutoff ratio 5; exchange-correlation grid ratio 1; k mesh 1 x 1 x 1, shifted by 0.5 0.5 0 of a step; self-consistency stop 1e-10 eV per atom in the density residual; occupations fixed; spin none; net charge 0.

Cell vectors (angstrom)
a  10.887  0  0
b  0  10.887  0
c  0  0  36.2479

Atoms and the computed forces on them: element, x, y, z (angstrom), force x, y, z (eV/angstrom)
Si  0.2778  -0.2778  -0.0283  -0.0159  0.0098  -0.0752
Si  3.116  2.5496  0.1563  -0.0093  0.0136  -0.0631
Si  -0.1618  5.8046  0.1081  0.0132  -0.0108  -0.0637
Si  2.5215  8.4204  -0.0781  0.0147  -0.0157  -0.0765
Si  5.293  0.3565  0.1002  0.0181  -0.0132  -0.0711
Si  7.8691  2.9963  0.1326  0.0092  -0.0164  -0.0678
Si  5.717  5.2242  0.0563  -0.0167  0.0156  -0.076
Si  8.5434  7.961  0.2521  -0.0146  0.0182  -0.0643
Si  1.428  1.342  1.2853  -0.0031  0.0007  0.0004
Si  4.209  4.1063  1.4812  0.0013  -0.0005  0.004
Si  1.4247  6.9124  1.3941  -0.0009  0.0004  0.0036
Si  4.107  9.5683  1.2678  -0.0023  0.0015  0.0053
Si  6.8023  1.4447  1.5054  -0.0025  -0.0013  0.0016
Si  9.5474  4.1446  1.3262  0.001  -0.0016  -0.0009
Si  6.8743  6.7829  1.3897  0.0004  -0.0025  0.0035
Si  9.6836  9.5464  1.4843  -0.0002  -0.001  0.0031
Si  0.031  2.7234  2.6294  0  -0.0004  -0.001
Si  2.7604  0.003  2.7215  0.0018  -0.0023  0.002
Si  0.1068  8.2007  2.862  -0.0014  -0.0013  0.001
Si  2.7563  5.4799  2.7068  -0.0015  -0.0001  -0.0008
Si  5.4894  2.7626  2.9082  -0.0006  -0.0008  0.0026
Si  8.2191  0.0255  2.7322  -0.0004  -0.0006  -0.0007
Si  5.4595  8.1854  2.6483  -0.0008  0.0005  -0.0019
Si  8.213  5.4421  2.792  -0.0009  0.0002  0.0006
Si  1.369  4.0891  4.0263  -0.0014  -0.0014  -0.0005
Si  4.085  1.3548  4.1324  -0.0013  -0.0005  -0.0005
Si  1.445  9.5693  4.1655  -0.0009  0.0007  0.0005
Si  4.1122  6.839  4.0618  0.0003  0.0003  0.0002
Si  6.87  4.1152  4.1954  -0.0008  0.0006  0
Si  9.5733  1.3991  4.0687  0.0006  0.0005  0.0009
Si  6.8175  9.5298  4.0424  -0.0013  -0.0018  -0.0002
Si  9.5648  6.8207  4.1283  0.0002  -0.0007  -0.0008
Si  0.0209  0.0341  5.4539  -0.0005  0.0006  0.0007
Si  2.6994  2.7331  5.4306  -0.0019  -0.0002  0.0007
Si  0.0229  5.4239  5.4454  -0.0002  -0.0017  0.0005
Si  2.7697  8.163  5.4819  0.0005  -0.0013  0.0005
Si  5.463  -0.0241  5.4498  -0.0005  -0.0014  0.0006
Si  8.2186  2.7138  5.4921  0.0005  -0.0006  0.0011
Si  5.4426  5.4776  5.4583  -0.0015  0.0005  0.0002
Si  8.1588  8.1768  5.4374  -0.0018  -0.001  0.0006
Si  1.3569  1.3911  6.821  -0.0012  -0.0001  0.0002
Si  4.0667  4.0863  6.7819  -0.001  -0.0012  0.0005
Si  1.3714  6.7915  6.8038  -0.0011  -0.0006  -0.0001
Si  4.1067  9.5202  6.8408  -0.0009  -0.0014  0.0005
Si  6.8245  1.3334  6.8066  -0.0013  0.0001  0.0005
Si  9.5573  4.0874  6.8407  -0.0003  -0.0004  0.0002
Si  6.795  6.8237  6.8117  -0.0013  -0.0014  0.0005
Si  9.5206  9.5459  6.7803  -0.0009  -0.0005  0.0011
Si  0.0126  2.7277  8.2052  -0.0009  -0.0005  0.0004
Si  2.699  -0.0032  8.1593  -0.0002  -0.0011  0.0006
Si  -0.038  8.1516  8.1253  -0.0003  -0.0012  0.0007
Si  2.7115  5.422  8.1668  -0.0013  -0.0009  0.0001
Si  5.4104  2.6853  8.1171  0.0006  0.0001  0.001
Si  8.1804  -0.0124  8.1844  -0.0009  -0.0005  0.0006
Si  5.4512  8.1598  8.1976  -0.0013  -0.0003  0.0003
Si  8.1276  5.4281  8.1533  -0.0001  -0.0009  0.0005
Si  1.3631  4.0817  9.5655  -0.0011  0.0002  -0.0001
Si  4.0629  1.3433  9.5189  -0.0017  -0.0009  0.0012
Si  1.2959  9.5233  9.486  -0.0005  -0.0015  0.0008
Si  4.0706  6.7754  9.5147  -0.0013  -0.0005  0.0005
Si  6.7633  4.0176  9.4789  -0.0004  -0.0004  -0.0002
Si  9.5287  1.3659  9.5448  -0.0003  0.0004  0.0008
Si  6.8125  9.5175  9.5455  -0.0015  -0.0002  0.0009
Si  9.4593  6.8168  9.4943  -0.0001  -0.0016  0.0006
Si  -0.0397  -0.0202  10.9133  -0.0004  -0.0008  0.0008
Si  2.7179  2.6842  10.9165  -0.0021  -0.0008  0.001
Si  -0.0949  5.4424  10.825  -0.0018  0.0005  0.0001
Si  2.6587  8.1508  10.7989  -0.0008  -0.0009  0.0006
Si  5.4387  -0.0099  10.8745  -0.0014  -0.0007  0.0009
Si  8.1067  2.6797  10.88  -0.0002  0.0006  -0.0001
Si  5.406  5.3513  10.8413  0.0014  -0.0019  0.0006
Si  8.1189  8.1408  10.9329  0.0009  -0.001  0.002
Si  1.3726  1.2989  12.2718  -0.0019  0.001  -0.0027
Si  4.098  4.0198  12.2791  -0.0026  0.0017  -0.0041
Si  1.2335  6.8421  12.1212  -0.0004  -0.0014  -0.0024
Si  4.0539  9.4721  12.1373  -0.0009  0.0005  -0.0018
Si  6.7929  1.3009  12.2993  -0.002  0.0004  -0.0004
Si  9.4161  4.0995  12.1972  -0.0001  -0.0015  -0.0016
Si  6.7415  6.6826  12.2058  -0.0017  -0.0003  -0.002
Si  9.413  9.5766  12.3013  0.0005  -0.0026  -0.0015
Si  -0.1615  2.6222  13.4731  -0.0008  -0.0047  0.0037
Si  2.8364  -0.0533  13.5905  -0.0007  -0.0022  0.0034
Si  -0.0435  8.268  13.5566  -0.0012  0.0057  0.0021
Si  2.5304  5.3643  13.3855  -0.0009  -0.002  -0.0013
Si  5.5435  2.7166  13.687  0.0004  0.0023  0.0043
Si  7.9943  -0.1109  13.8164  -0.001  0.0002  0.0073
Si  5.2534  7.9497  13.4508  0.0018  -0.0014  0.0028
Si  8.1067  5.4648  13.6781  -0.003  0.0001  0.0056
Si  0.8863  4.3055  14.6595  -0.0073  0.0015  -0.0716
Si  4.1288  1.3798  14.9783  0.0045  -0.003  -0.0847
Si  1.5747  9.3523  14.858  0.0059  -0.0113  -0.0721
Si  3.5276  6.9269  14.7424  -0.0057  0.0171  -0.0784
Si  7.0807  3.8581  15.0854  0.0168  -0.0157  -0.0885
Si  9.2442  1.5624  14.9726  -0.0188  0.0043  -0.0734
Si  6.5296  9.1358  14.9363  0.009  0.0159  -0.0879
Si  9.7152  6.7178  14.8802  -0.0022  -0.0024  -0.0803
Si  11.5972  -10.3025  30.0746  0.0029  -0.0284  -0.1846
Si  -0.7335  17.5203  20.9076  0.0068  0.0029  -0.1749
Si  7.6782  -2.7454  21.409  0.0019  0.0279  -0.1805
Si  8.1834  7.6045  17.1853  0.0113  -0.0218  -0.1827
Si  21.3364  17.646  26.1485  -0.0112  0.0176  -0.2245
Si  12.0304  3.8331  34.5544  -0.0152  -0.0243  -0.1884
Si  -0.5096  9.3678  21.8824  -0.0145  0.0171  -0.1926
Si  -16.7359  -3.9865  25.9618  0.0244  0.0141  -0.2449
Si  12.3033  5.4181  19.4908  0.0366  -0.0122  -0.1775
Si  11.7896  -3.8198  28.6894  0.0075  -0.0103  -0.1715
Si  -1.138  9.2394  29.604  0.0385  -0.0175  -0.1653
Si  8.7701  15.8391  27.6967  -0.0044  0.0265  -0.1888
Si  -4.5636  -39.1186  29.7277  0.009  -0.0174  -0.2061
Si  5.2066  7.0043  31.1535  0.0208  -0.0175  -0.2525
Si  6.7787  -1.4646  34.3829  0.0022  -0.0157  -0.2033
Si  -16.0629  24.9569  20.2177  0.0055  0.0264  -0.1922
Si  11.9092  10.8777  19.8772  -0.0094  0.0152  -0.1915
Si  11.358  -6.6375  29.3337  0.0283  0.024  -0.2148
Si  15.8734  25.7274  27.058  0.0077  0.019  -0.1887
Si  -10.1071  1.5384  25.0171  0.0116  -0.0207  -0.2063
Si  5.0688  15.606  22.7934  -0.0126  -0.01  -0.1895
Si  30.846  -20.951  28.3476  -0.0134  0.023  -0.1792
Si  14.4476  5.398  17.4853  0.028  -0.0057  -0.1687
Si  26.8818  -0.3741  17.2737  -0.0085  0.031  -0.2035
Si  24.3402  13.6333  20.3059  -0.0114  -0.003  -0.1813
Si  14.4899  -23.2629  19.8009  -0.0038  0.0158  -0.1935
Si  8.9379  13.3037  23.5739  -0.0043  -0.0144  -0.2103
Si  -19.4628  2.904  16.6031  -0.0178  -0.0006  -0.1459
Si  -3.4384  -10.02  21.2674  -0.022  -0.0307  -0.189
Si  -6.0243  -11.0596  22.382  0.0161  0.0029  -0.1797
Si  -4.5079  -9.5003  30.0247  -0.0022  0.0443  -0.1589
Si  3.5978  0.41  28.8072  -0.0085  0.0076  -0.1541
Si  -8.6309  13.5276  27.3482  -0.0147  0.004  -0.1941
Si  -1.0218  -9.0721  34.4865  0.0107  0.0238  -0.1863
Si  11.4751  -1.4972  24.8787  0.0166  0.0052  -0.205
Si  17.8318  6.7893  23.9038  -0.0016  0.0077  -0.1941
Si  -7.1154  -13.5689  28.6169  -0.0005  0.0039  -0.2138
Si  11.3836  0.4733  17.0404  -0.0088  0.0036  -0.1793
Si  7.503  -1.0589  19.1022  -0.0038  -0.0086  -0.2072
Si  14.2348  -2.4234  23.9342  0.0083  0.0293  -0.2038
Si  7.652  24.3585  26.2081  -0.0144  0.0021  -0.2048
Si  9.7017  -16.3018  23.6257  -0.0007  0.0159  -0.2046
Si  11.064  -18.9823  31.9936  0.0155  -0.0228  -0.2735
Si  14.1639  6.941  21.3844  -0.0141  -0.0091  -0.1875
Si  14.121  13.3226  23.1808  0.0257  0.0192  -0.1968
Si  -4.5003  -5.7412  17.9595  0.0074  0.0171  -0.1874
Si  15.4094  7.1579  34.1397  0.0291  0.0113  -0.2071
Si  7.1491  -12.2118  31.425  -0.0002  0.0097  -0.2304
O  10.5496  -13.4559  -10.5741  -0.0182  -0.0447  0.0912
O  -0.1731  -18.0495  -5.5248  -0.0174  -0.0416  0.1614
O  -14.2896  -12.0103  -3.2695  -0.0089  -0.0022  0.1784
O  4.4142  -12.1438  -12.7351  -0.0257  -0.0418  0.0913
O  4.1878  1.4518  -0.4305  -0.0032  0.001  0.0363
O  1.377  -1.3819  -0.5732  -0.0015  0.0003  0.0389
O  4.9121  -9.6525  -6.9359  0.0433  0.0044  0.0679
O  -2.471  -8.7442  -1.1601  -0.0336  0.0206  0.0825
O  4.1181  9.7851  -7.6706  -0.0006  0.0105  0.06
O  27.9581  -2.6061  -4.9766  0.0069  0.012  0.075
O  16.1192  5.3294  -9.9949  -0.005  -0.0486  0.0892
O  19.985  25.7819  -12.8672  -0.0011  -0.0093  0.0657
O  15.2762  28.5827  -3.6998  -0.0354  0.0034  0.1795
O  -2.2479  -20.2883  26.9272  0.0328  -0.0446  0.1207
O  -1.3491  7.0812  16.4793  -0.026  0.0161  0.0949
O  -0.0782  5.5533  14.9109  0.0039  0.0003  0.0333
O  -4.4277  12.6704  20.3858  0.0189  -0.0179  0.075
O  8.5404  6.8739  20.8282  -0.0019  0.0016  0.0659
O  -8.675  5.9697  18.181  -0.052  0.005  0.1037
O  11.8887  2.4631  26.3283  0.0355  0.0322  0.1302
O  4.1338  13.8066  19.8742  -0.0001  -0.0027  0.0674
O  19.4181  6.5565  23.8947  0.0069  -0.0072  0.0737
O  10.0837  1.0673  16.2855  0.04  -0.0196  0.0841
O  0.0264  -0.1874  21.1342  -0.0327  -0.0313  0.1011
O  11.9105  -0.8122  16.212  -0.021  0.0356  0.0892
O  7.6496  -5.9827  28.8731  -0.0482  -0.007  0.103
O  10.9625  9.4138  23.3601  0.0397  0.0029  0.1676
O  7.4312  6.3931  17.964  -0.0125  -0.0112  0.0686
O  13.0391  12.6633  24.1719  -0.0647  -0.0195  0.1177
O  3.904  -3.032  20.1941  -0.0054  -0.028  0.0864
O  -17.6665  3.73  23.6697  -0.0065  -0.0036  0.0804
O  4.3195  5.9106  22.0186  0.0294  -0.0243  0.0846
O  6.83  19.6697  20.1691  0.0084  -0.0326  0.114
O  -9.7697  -6.9837  16.2305  0.0229  -0.0143  0.0839
O  6.451  -21.6783  31.013  0.0163  -0.0644  0.0964
O  26.2996  -14.1565  27.3044  -0.0411  0.0425  0.1576
O  23.7512  1.2834  19.9998  0.0143  0.0169  0.069
O  4.5717  11.8858  16.5527  0.0188  -0.0313  0.0992
O  4.2811  -11.429  20.9151  0.0301  0.029  0.1233
O  -15.7989  -5.2764  30.7814  -0.0227  0.0597  0.1027
O  8.7626  9.2124  21.9999  0.0159  0.0036  0.0625
O  14.0359  18.6028  34.811  -0.0419  0.0265  0.0931
O  13.8898  -9.6865  27.5191  0.0256  -0.036  0.0884
O  8.2073  -10.8438  20.0586  0.0002  0.0366  0.1011
O  -0.5107  -8.975  24.1195  0.0329  -0.006  0.0818
O  9.2474  10.0892  28.2935  0.0063  -0.0194  0.078
O  24.7257  -8.3825  15.1734  -0.0214  0.019  0.0632
O  -2.6863  13.6077  15.4944  -0.0037  0.0039  0.0405
O  -4.432  7.4242  25.3171  -0.0328  0.0049  0.1124
O  5.3423  -1.2526  15.9387  -0.0219  0.0184  0.0989
O  8.451  30.6527  18.1638  -0.0117  0.0461  0.104
O  6.0943  -0.1519  35.0149  -0.0348  0.0347  0.0903
O  25.7769  -3.6567  24.7494  0.0318  -0.0368  0.1212
O  2.7159  -2.9856  22.5545  -0.0013  0.0316  0.1257
O  -5.2499  -2.5806  34.238  0.0008  0.0048  0.0712
O  -4.6874  5.368  23.7261  0.0276  0.0275  0.0822
O  10.6594  27.4792  24.9138  0.0203  0.0269  0.1315
O  -13.2571  -9.2173  22.1883  0.0447  0.0501  0.1247
O  12.9725  6.0518  20.8006  0.0267  0.0322  0.0921
O  23.382  -28.8525  19.5366  0.0049  -0.0162  0.0715
O  29.5128  13.0678  24.6417  -0.0298  0.0108  0.1431
O  -4.0931  14.9787  35.7914  0.0011  -0.002  0.0348
O  -1.7994  -4.49  26.9922  -0.0201  -0.0299  0.0934
O  10.9953  10.9407  18.5408  0.017  -0.0156  0.1419
O  -0.397  5.8246  22.2633  -0.0162  -0.0326  0.1343
O  -3.534  8.0909  15.8734  0.0219  -0.0244  0.0907
O  -6.8025  20.6918  18.2967  -0.0365  -0.0327  0.1291
O  -19.7682  -1.2844  19.7928  0.0004  -0.0097  0.0624
O  -17.5287  7.3836  29.9131  0.045  -0.0345  0.1461
O  1.15  14.5479  32.9471  0.027  0.0311  0.1427
O  13.4509  -2.7598  15.2986  0.0007  -0.0025  0.0404
O  6.4978  10.6209  18.0988  0.0424  -0.0109  0.0976
O  6.4792  -21.8097  22.234  -0.0181  -0.0039  0.0677
O  8.4707  -12.6231  30.5802  -0.064  0.0036  0.0996
O  -10.8595  10.046  30.3884  0.0056  0.0102  0.0639
O  21.7439  8.089  21.0115  -0.0003  0.0137  0.0636
O  6.476  -6.4316  16.4821  -0.0245  0.0334  0.1292
O  -0.748  -17.4281  28.2845  0.0475  -0.0216  0.0925
O  3.4237  -7.1151  17.3814  0.0111  0.0193  0.0699
O  -5.7562  -17.5104  28.6397  0.0308  0.0119  0.1323
O  -0.149  -5.0368  19.6004  -0.0269  0.0223  0.0837
O  13.4758  3.4308  35.1193  0.0342  -0.0217  0.0818
O  -8.7286  19.8909  24.8716  -0.0282  0.0067  0.0791
O  -11.9348  -8.6789  32.9006  -0.0284  -0.0217  0.1418
O  9.5972  -4.0065  35.8446  -0.0001  -0.0013  0.0296
O  12.5859  1.5569  17.2256  -0.0032  -0.0109  0.0648
O  0.6446  5.2956  35.0069  -0.0223  0.0341  0.0803
O  11.9802  -5.1512  29.592  0.0005  -0.0227  0.0736
O  26.6803  16.6067  18.3094  0.0046  -0.0018  0.064
O  6.0822  2.778  26.6525  -0.0201  0.0087  0.0704
O  22.3142  -10.8861  25.4897  -0.0042  0.018  0.0755
O  27.6125  -6.9939  21.6502  -0.0119  0.0372  0.125
O  13.3193  -7.8957  21.8885  0.016  -0.0103  0.1358
O  1.6465  14.1752  28.7189  -0.0395  0.0264  0.108
O  21.256  0.3235  34.889  0.0243  -0.035  0.0826
O  26.0542  12.1644  22.7789  -0.0199  0.0192  0.0702
O  8.3167  4.0358  26.444  0.0146  0.0234  0.0945
O  21.3134  -3.0498  29.1553  -0.0283  0.0346  0.0693
O  0.7915  17.4215  27.1607  0.0342  0.0004  0.1282
O  5.0124  -15.9215  34.9622  0.023  -0.0424  0.0995
O  -8.7271  18.9572  28.6577  0.0057  0.0039  0.0604
O  17.4514  4.0103  19.0987  -0.0187  -0.0549  0.1152
O  0.0653  -8.0892  35.1803  0.0015  0.0009  0.0756
O  3.8874  16.9525  16.0626  -0.0013  -0.0358  0.1148
O  2.2639  -21.4485  29.7126  -0.0484  0.0034  0.0762
O  -2.926  8.8464  35.2798  0.0391  -0.0308  0.0953
O  -4.2302  29.4949  22.5904  -0.0152  -0.0396  0.1177
O  18.6647  1.2325  29.2209  -0.0425  -0.0018  0.082
O  21.4134  1.2905  28.9954  0.0381  -0.0068  0.0864
O  3.4457  3.5654  26.7532  -0.0089  -0.0124  0.0702
O  28.2302  2.972  30.4778  0.003  -0.0155  0.0707
O  11.7613  1.4785  31.3939  -0.0136  0.0588  0.1322

Results
free energy: -155989.246 eV
free energy less fixed offsets of O -570.45, Si -639.56 eV per atom: -2.206 eV

The program warned: the cutoff lies below the one the program advises for these potential files; the forces do not sum to zero within the program's tolerance; empty levels may hold ghost states of the PAW files; the exchange-correlation potential is rough where the density is thin.
